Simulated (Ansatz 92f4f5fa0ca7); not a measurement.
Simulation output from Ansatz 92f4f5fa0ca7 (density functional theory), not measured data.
Periodic cell of 430 atoms, Si266O164, from a study of silicon, its oxide and their interface. The atomic structure is a simulated model.
Doubt: the cutoff is far below the 930 eV that the study's wrapper takes by default for these files, so forces and energies are approximate.
This geometry differs little from another in the collection (a relaxation step or a small displacement).

Settings
functional: PBE
potential files: Ansatz PAW
basis: plane waves
wave-function cutoff: 580 eV
density cutoff ratio: 5
exchange-correlation grid ratio: 1
k mesh: 1 x 1 x 1, Gamma-centred
self-consistency stop: 5e-08 eV per atom in the density residual
occupations: fixed
spin: none
net charge: 0

Cell vectors (angstrom)
a	15.4687	0	0
b	0	12.8259	0
c	0	0	37.4482

Atoms and the computed forces on them: element, x, y, z (angstrom), force x, y, z (eV/angstrom)
Si	-0.046	1.166	34.724	-0.012	0.004	0.027
Si	3.854	1.145	34.819	-0.011	-0.016	0.006
Si	7.784	1.176	34.783	0.001	-0.001	-0.003
Si	11.603	1.121	34.764	0.025	-0.015	-0.018
Si	1.918	7.558	34.777	-0.01	0.034	-0.008
Si	5.849	7.59	34.649	0.001	0.009	0.009
Si	9.648	7.59	34.833	0	0.022	0.008
Si	13.546	7.61	34.765	-0.011	-0.013	-0.005
Si	1.934	5.247	35.181	0.339	0.012	-0.134
Si	5.801	5.247	35.181	-0.075	0.194	-0.363
Si	9.668	5.247	35.181	0.249	0.065	-0.503
Si	13.535	5.247	35.181	0.059	-0.044	0.668
Si	0	11.66	35.181	0.005	-0.041	0.301
Si	3.867	11.66	35.181	0.006	-0.209	-0.336
Si	7.734	11.66	35.181	0.074	0.322	0.289
Si	11.602	11.66	35.181	-0.295	0.099	0.28
Si	0	4.664	36.418	-0.059	0.061	0.015
Si	3.867	4.664	36.418	-0.109	0.055	-0.04
Si	7.734	4.664	36.418	-0.031	-0.118	-0.138
Si	11.602	4.664	36.418	0.034	0.026	0.06
Si	1.934	11.077	36.418	-0.005	-0.102	-0.07
Si	5.801	11.077	36.418	-0.045	-0.008	-0.051
Si	9.668	11.077	36.418	0.008	-0.082	-0.031
Si	13.535	11.077	36.418	0.064	-0.018	-0.105
Si	0	2.332	36.83	-0.29	-0.11	-0.214
Si	3.867	2.332	36.83	0.107	-0.003	0.249
Si	7.734	2.332	36.83	0.048	0.001	0.07
Si	11.602	2.332	36.83	0.154	0.03	-0.177
Si	1.934	8.745	36.83	-0.194	0.027	0.034
Si	5.801	8.745	36.83	0.181	-0.108	-0.532
Si	9.668	8.745	36.83	-0.116	0.143	0.522
Si	13.535	8.745	36.83	0.119	-0.071	0.177
Si	1.934	1.749	0.619	0.068	-0.039	-0.013
Si	5.801	1.749	0.619	-0.002	0.156	-0.03
Si	9.668	1.749	0.619	-0.039	-0.002	0
Si	13.535	1.749	0.619	0.019	0.005	0.016
Si	0	8.162	0.619	-0.018	0.01	0.033
Si	3.867	8.162	0.619	-0.093	-0.107	-0.146
Si	7.734	8.162	0.619	-0.023	0.005	0.004
Si	11.602	8.162	0.619	-0.047	0.001	0.011
Si	0	5.83	1.031	0.096	0.063	0.079
Si	3.867	5.83	1.031	0.042	0.016	0.063
Si	7.734	5.83	1.031	0.058	-0.004	-0.086
Si	11.602	5.83	1.031	-0.069	0.097	0.086
Si	1.934	12.243	1.031	0.042	0.047	0.085
Si	5.801	12.243	1.031	-0.01	-0.007	-0.006
Si	9.668	12.243	1.031	-0.015	-0.044	-0.029
Si	13.535	12.243	1.031	-0.086	-0.059	-0.026
Si	1.934	5.247	2.268	-0.045	0.043	0.487
Si	5.801	5.247	2.268	0.001	-0.2	-0.661
Si	9.668	5.247	2.268	-0.228	0.009	-0.247
Si	13.535	5.247	2.268	0.239	0.015	0.311
Si	0	11.66	2.268	-0.151	0.027	0.142
Si	3.867	11.66	2.268	0.107	0.214	0.552
Si	7.734	11.66	2.268	0.003	-0.041	-0.197
Si	11.602	11.66	2.268	0.038	-0.346	-0.529
Si	1.934	2.915	2.68	-0.038	0.229	0.18
Si	5.801	2.915	2.68	0.076	-0.324	-0.416
Si	9.668	2.915	2.68	0.119	0.197	0.18
Si	13.535	2.915	2.68	-0.061	0.096	0.102
Si	0	9.328	2.68	0.062	-0.117	0.058
Si	3.867	9.328	2.68	0.104	0.052	0.076
Si	7.734	9.328	2.68	-0.054	0.061	-0.006
Si	11.602	9.328	2.68	0.035	-0.177	-0.133
Si	-3.776	-4.894	22.12	0.015	0.01	-0.001
Si	5.691	-5.334	30.463	0.024	-0.009	0.023
Si	3.455	-5.351	31.359	-0.021	0.055	-0.07
Si	12.945	-2.965	28.752	-0.024	-0.026	-0.032
Si	2.285	7.239	25.544	0	0.027	-0.032
Si	8.768	9.392	18.335	-0.007	-0.011	0.037
Si	13.177	4.425	25.347	-0.033	0.024	0.025
Si	9.544	11.278	31.778	-0.006	-0.016	-0.012
Si	7.629	2.038	30.697	0.006	0.001	0.036
Si	5.223	7.547	25.978	0.01	-0.004	0.002
Si	13.492	10.501	31.985	0.068	-0.124	0.043
Si	19.357	1.825	30.686	-0.011	0.039	0.016
Si	3.881	14.35	28.364	0.019	0.003	-0.058
Si	-3.143	7.457	25.135	-0.015	-0.012	-0.018
Si	2.047	6.207	28.617	-0.022	-0.039	0.008
Si	14.968	7.289	31.216	0.208	-0.202	0.146
Si	-2.161	-0.335	26.033	0.025	0.029	0.009
Si	4.001	4.086	31.587	-0.001	-0.063	0.011
Si	7.645	6.1	30.515	0	0.005	0.001
Si	10.594	-2.643	28.315	0.003	0.016	-0.015
Si	-4.04	13.997	29.825	0.024	-0.022	0.012
Si	-1.352	5.028	30.665	-0.297	0.136	-0.269
Si	13.596	13.667	30.899	0.014	0.025	-0.073
Si	15.653	4.441	21.598	0	-0.009	-0.011
Si	1.829	-1.591	31.853	-0.005	-0.014	0.015
Si	1.933	0.788	31.526	0.042	0.023	0.067
Si	1.439	-4.751	30.048	0.01	0.001	0.046
Si	15.602	3.555	28.727	-0.01	0.008	-0.055
Si	9.28	1.49	26.16	-0.007	0.001	0.026
Si	5.842	11.086	31.716	0.003	0.02	0.017
Si	6.826	7.175	19.082	0.002	-0.002	-0.002
Si	14.194	11.479	29.992	0.031	0.055	0.034
Si	0.76	4.81	24.644	-0.008	0.001	-0.006
Si	2.713	2.616	25.822	0.001	0.005	0
Si	5.808	0.712	31.496	0.01	0.001	0.003
Si	9.61	0.855	31.35	-0.016	0.011	-0.006
Si	4.084	5.755	29.842	0.005	0.026	0.049
Si	5.231	10.026	27.942	-0.023	-0.002	-0.013
Si	6.551	9.683	29.839	-0.031	-0.005	-0.011
Si	8.991	9.702	30.053	0.036	0.024	0.011
Si	0.021	3.802	32.081	0.16	0.326	0.11
Si	0.153	2.05	30.589	-0.052	0.018	-0.176
Si	7.779	4.152	31.86	0.01	0.01	0.001
Si	11.967	4.961	31.897	-0.007	-0.071	-0.03
Si	0.998	10.527	29.753	0.007	-0.013	-0.008
Si	2.55	11.398	28.153	0.051	-0.009	-0.04
Si	9.072	7.72	31.366	0.003	-0.023	0.024
Si	13.103	8.562	30.708	-0.105	-0.184	0.033
Si	2.099	4.124	33.08	-0.065	-0.044	-0.007
Si	5.821	4	33.157	-0.001	0.007	-0.018
Si	9.851	4.123	33.017	0.009	0.011	-0.004
Si	13.539	3.885	33.326	-0.075	0.095	-0.016
Si	0.022	10.42	33.201	0.006	0.011	-0.004
Si	3.85	10.558	33	0.003	-0.009	-0.012
Si	7.709	10.619	33.11	-0.009	-0.002	0.016
Si	11.458	10.619	33.096	-0.023	-0.012	0.025
Si	1.942	1.809	33.623	0.042	0.002	0.015
Si	5.802	1.699	33.646	0.004	0	-0.007
Si	9.726	1.797	33.523	0.012	0.01	0.008
Si	13.473	1.522	33.359	-0.044	-0.048	0.065
Si	-0.008	8.062	33.47	-0.011	0.047	-0.018
Si	3.815	8.209	33.535	0.022	0.002	0.019
Si	7.873	8.268	33.429	-0.007	-0.012	-0.017
Si	11.558	8.315	33.706	0.002	-0.019	-0.001
Si	0	2.332	3.917	0.193	-0.16	0.227
Si	3.867	2.332	3.917	0.234	0.031	-0.093
Si	7.734	2.332	3.917	-0.332	0.338	-0.37
Si	11.602	2.332	3.917	-0.008	-0.269	-0.944
Si	1.934	8.745	3.917	-0.282	-0.443	0.439
Si	5.801	8.745	3.917	-0.014	0.85	-0.028
Si	9.668	8.745	3.917	0.038	0.036	-0.072
Si	13.535	8.745	3.917	-0.424	-0.326	0.588
Si	1.95	6.388	4.428	0.007	0	0.003
Si	5.854	6.472	4.209	0.005	0.006	0.001
Si	9.64	6.377	4.326	0.003	-0.011	0.001
Si	13.565	6.305	4.446	-0.014	0.007	0.002
Si	-0.014	12.84	4.34	-0.006	-0.008	-0.005
Si	3.878	12.847	4.437	0.003	0.003	-0.009
Si	7.697	12.859	4.282	0.007	-0.002	-0.006
Si	11.555	12.871	4.208	-0.003	-0.01	0.017
Si	0.049	5.674	5.814	0.007	-0.015	-0.001
Si	4.042	5.965	5.527	-0.004	0	0.02
Si	7.677	5.867	5.528	0.006	-0.006	0.001
Si	11.497	5.414	5.374	-0.005	0.027	0.011
Si	1.895	12.156	5.596	0.002	0.002	-0.005
Si	5.881	12.351	5.684	0.003	-0.003	0.006
Si	9.645	12.433	5.481	0.002	0.004	0.003
Si	13.422	12.425	5.508	-0.005	-0.005	-0.009
Si	-0.033	3.295	6.104	0.003	0.015	-0.026
Si	4.682	3.663	5.694	0.001	0.002	0
Si	7.088	3.548	5.842	0.004	0	-0.019
Si	11.469	3.07	6.066	-0.005	0.015	-0.004
Si	1.834	9.826	6.039	0.014	-0.007	-0.004
Si	5.682	10.032	5.963	-0.001	0.005	0.006
Si	9.555	10.061	5.876	-0.004	-0.007	-0.006
Si	13.37	10.142	5.868	0.018	-0.003	0.001
Si	3.211	-1.493	9.039	0.013	0.019	0.022
Si	4.112	5.379	8.817	-0.007	0.029	0.008
Si	9.94	1.409	7.064	0.004	0.001	-0.014
Si	13.454	2.833	7.314	0.003	-0.009	-0.009
Si	-1.089	8.135	8.632	0.011	0.001	0.018
Si	3.81	9.503	7.387	0.009	-0.021	0.007
Si	7.65	9.538	7.142	0.005	-0.01	0.002
Si	15.308	6.032	8.227	0.005	-0.001	0.02
Si	-7.267	13.083	12.781	-0.021	-0.001	-0.014
Si	3.395	4.611	18.753	-0.011	-0.006	-0.006
Si	7.316	7.235	7.42	-0.018	0.011	-0.016
Si	4.222	2.307	9.839	-0.01	0	-0.011
Si	2.239	10.717	11.241	-0.034	-0.024	0.025
Si	1.825	16.022	9.967	-0.042	0.012	0.046
Si	6.74	13	7.911	-0.022	0.003	0.005
Si	17.141	12.842	7.848	-0.003	-0.01	-0.002
Si	6.998	10.977	10.975	-0.035	-0.029	0.041
Si	8.632	4.288	13.731	0.004	-0.002	0.02
Si	15.056	11.95	8.511	0.002	-0.002	-0.011
Si	8.114	11.093	8.865	0.001	0.013	0.018
Si	-3.631	18.025	10.626	-0.021	-0.018	0.002
Si	5.71	17.007	10.193	0.003	0.02	-0.006
Si	9.882	16.599	10.841	0.036	0.01	-0.037
Si	15.214	9.88	7.3	-0.015	0.004	0.001
Si	-2.177	0.501	7.753	0.002	0.013	0.008
Si	1.929	5.575	9.649	0.01	-0.022	-0.034
Si	11.417	9.849	7.22	-0.003	-0.011	-0.006
Si	19.212	3.255	7.74	-0.007	-0.012	-0.007
Si	-4.063	9.287	10.976	0.001	-0.009	-0.035
Si	7.873	15.149	7.716	0.011	0.002	-0.011
Si	8.005	16.878	9.378	0.035	-0.012	0.025
Si	11.283	5.871	7.585	-0.001	-0.009	-0.035
Si	1.554	2.438	7.746	0.001	0.004	0.001
Si	5.95	5.186	12.272	-0.012	0.059	0.054
Si	9.254	9.652	15.309	-0.007	0.028	-0.005
Si	9.459	6.679	18.507	-0.003	-0.008	0.026
Si	2.537	7.774	11.928	0.023	0.016	0.011
Si	9.04	6.12	8.658	-0.021	-0.007	0.006
Si	14.513	6.022	17.891	0	0.01	-0.003
Si	11.142	13.205	8.845	-0.01	-0.001	0.019
Si	4.077	-3.529	16.02	-0.016	-0.004	-0.011
Si	10.557	-1.896	9.176	0.015	-0.013	0.012
Si	4.798	7.185	7.514	-0.002	-0.024	0.004
Si	13.748	-4.113	10.8	-0.003	-0.011	-0.004
Si	-4.726	1.55	17.814	0.008	0.003	0.014
Si	3.637	3.688	13.439	-0.002	-0.003	0.018
Si	8.841	7.977	23.372	0.023	-0.019	0.03
Si	21.113	8.242	12.004	-0.027	0.01	0.006
O	29.655	6.166	14.108	-0.017	0.008	-0.014
O	-18.053	11.016	14.661	-0.009	-0.022	-0.001
O	15.557	11.09	14.858	-0.01	0	0.007
O	16.075	-1.55	18.581	-0.005	-0.001	-0.003
O	-5.526	8.246	18.585	0.004	0.005	-0.011
O	-7.679	27.516	26.657	0.017	-0.008	0.019
O	18.458	25.805	28.209	-0.003	-0.006	0.016
O	-2.211	10.901	25.65	0.003	-0.023	0.008
O	-1.524	-16.876	14.648	-0.012	0.016	-0.001
O	-3.111	25.581	27.306	-0.024	0.002	0.01
O	5.627	8.893	22.278	0.004	-0.005	0.004
O	21.932	9.416	11.204	0.014	0.003	-0.018
O	25.142	12.712	20.859	0.003	0	0.005
O	-5.052	1.65	16.209	-0.007	0.004	-0.016
O	13.849	-0.427	17.738	0.003	0.001	0.006
O	-1.029	2.849	15.265	-0.004	0.003	0.004
O	10.303	10.716	14.718	0	-0.017	0.001
O	8.65	-9.818	14.724	0.004	-0.011	0.004
O	-1.309	20.291	11.805	0	0.013	-0.019
O	5.593	-4.151	13.564	0.031	-0.01	0.011
O	22.767	8.632	18.459	0.005	0.008	-0.006
O	5.591	-11.214	15.388	0.006	0.008	0.007
O	-10.118	31.876	22.517	0.002	-0.001	0.008
O	0.45	3.053	20.757	-0.005	0.016	0.018
O	-1.904	19.064	19.205	0.005	-0.007	0
O	12.238	9.199	21.274	-0.004	0.009	0.001
O	4.876	-4.174	27.115	-0.005	0.019	0.012
O	1.32	6.344	24.586	0.004	-0.015	0.002
O	12.142	16.935	20.119	0.005	0	-0.003
O	3.841	10.508	28.667	-0.003	0.012	-0.015
O	10.077	8.058	22.321	-0.009	-0.001	0.011
O	1.706	1.314	25.817	-0.003	0.005	0.007
O	14.886	2.048	17.774	-0.007	0.003	0.003
O	2.732	1.897	21.327	-0.001	0	0.002
O	23.722	-6.267	19.637	0.007	-0.001	-0.002
O	8.11	-7.099	28.959	0.009	-0.012	-0.026
O	-1.876	8.175	25.897	0.018	0.046	0.046
O	7.871	1.279	16.581	0.008	0.005	-0.005
O	-13.08	3.39	19.088	0.004	0.012	0.001
O	16.104	4.217	23.137	0.001	0.003	0.006
Si	14.083	18.801	12.481	0.035	0.004	0.033
Si	10.315	8.05	26.166	-0.019	-0.009	0.012
Si	12.705	0.445	12.463	0.001	0.015	0.005
Si	22.228	17.835	26.156	0.027	-0.009	0.002
Si	13.798	13.862	18.455	0.008	-0.001	-0.008
Si	8.071	3.646	20.923	0.011	-0.011	-0.001
Si	12.677	-15.09	20.541	0.001	-0.015	0.003
Si	7.626	13.475	24.047	-0.001	-0.007	-0.013
Si	21.725	4.365	18.449	0	-0.001	0.002
Si	-1.276	-2.563	15.263	0.009	0.016	-0.004
Si	0.133	14.359	26.169	-0.011	-0.003	0.004
Si	14.894	11.596	10.83	0.023	-0.007	0.044
Si	4.742	1.285	23.962	-0.03	0.008	-0.051
Si	-4.972	14.378	10.826	0.004	-0.007	0.027
Si	14.758	14.657	14.042	-0.009	-0.028	0.012
Si	11.367	7.243	31.662	0.058	-0.037	0.011
Si	8.985	1.573	15.411	0.006	-0.005	0.006
Si	1.602	-0.314	18.173	0.004	0.012	0.005
Si	16.858	11.42	22.608	0.005	-0.001	-0.009
Si	6.678	2.386	27.69	0.02	0.023	-0.041
Si	-1.582	9.654	26.557	0.024	-0.033	-0.052
Si	10.65	7.248	10.114	0.02	0.042	0.012
Si	-4.566	-0.34	28.047	-0.004	0.003	0.006
Si	6.362	9.274	23.657	0.007	-0.014	0
Si	-9.69	-1.102	25.349	-0.01	0.01	-0.019
Si	13.184	4.762	8.687	0.018	0.01	0.011
Si	11.568	10.821	13.709	0.021	0.006	0.014
Si	-5.436	-0.953	19.51	0.005	-0.007	0.001
Si	-7.277	0.478	21.181	0.005	0.01	-0.024
Si	-2.504	5.468	20.532	-0.01	0.011	0.005
Si	-0.814	-18.266	15.089	0.039	-0.006	-0.001
Si	8.836	6.796	15.442	-0.013	-0.018	0.022
Si	1.744	2.289	20.087	0.013	-0.013	-0.007
Si	-4.192	16.254	27.551	0.011	0.043	0.031
Si	6.618	8.667	14.816	-0.065	0.005	-0.031
Si	-1.938	14.662	24.028	-0.002	0.017	-0.003
Si	20.465	12.812	9.564	-0.015	0.013	-0.026
Si	-1.286	25.773	21.537	0.016	-0.017	-0.019
Si	-3.436	7.912	8.263	-0.027	-0.038	-0.011
Si	20.834	1.246	13.819	-0.002	-0.04	-0.009
Si	10.611	4.125	19.578	-0.005	0.006	0.004
Si	-0.954	10.975	18.184	0.014	-0.008	0.004
Si	-10.49	-5.271	21.641	-0.009	0.008	-0.014
Si	6.754	18.386	23.059	0.018	-0.015	-0.007
Si	16.186	-9.189	11.969	0.009	-0.016	0.006
Si	2.223	20.095	14.401	0.021	0.015	-0.035
Si	16.946	6.548	19.708	0.012	0.017	-0.004
Si	5.723	-0.029	19.36	0.001	-0.006	0.003
Si	3.229	11.685	14.039	0.011	-0.001	0.017
Si	3.934	10.64	18.727	-0.003	0.01	-0.015
Si	3.713	0.694	21.867	-0.011	-0.001	0.024
Si	2.479	17.285	15.9	0	0.018	-0.026
Si	15.062	3.27	16.702	0.007	-0.012	0.002
Si	9.171	18.497	27.735	0.052	0.012	-0.005
Si	2.444	-3.819	20.938	-0.005	0.008	-0.001
Si	1.161	25.171	15.017	0.004	-0.003	-0.016
Si	1.348	10.232	25.56	0.011	0.014	-0.02
Si	21.812	1.812	16.814	-0.022	0	-0.004
O	30.443	14.879	24.758	-0.006	-0.007	-0.005
O	23.841	5.102	26.426	-0.03	-0.003	0.002
O	20.178	0.349	20.599	-0.001	0.003	0.004
O	34.106	-14.693	12.567	-0.018	0.015	-0.017
O	35.5	15.241	12.988	-0.011	0.026	-0.001
O	12.391	18.649	25.068	0.014	-0.027	0.013
O	-0.7	17.621	25.387	0.018	-0.004	-0.005
O	1.141	-9.122	16.434	-0.003	-0.005	0.005
O	21.783	3.425	17.12	0.004	0	0.002
O	-0.044	15.474	27.359	0.011	-0.02	0.037
O	13.876	12.709	11.467	0.02	-0.006	-0.02
O	-5.088	2.649	26.429	-0.018	-0.02	-0.008
O	9.798	8.103	15.182	0.009	-0.001	-0.004
O	-2.797	5.253	12.08	0.004	-0.002	0.001
O	12.776	26.252	24.803	0.003	0.002	-0.004
O	-9.831	7.405	20.153	-0.004	0	0.014
O	6.352	-6.061	11.922	0	-0.039	-0.012
O	28.133	16.668	26.793	-0.005	-0.007	-0.031
O	18.918	-2.839	20.124	-0.003	-0.008	0.009
O	22.891	3.833	19.443	-0.001	0.001	0.008
O	10.089	0.131	18.292	-0.002	0.002	0.002
O	6.347	27.341	23.898	0.007	0.008	0.005
O	-12.19	15.516	27.358	0.001	-0.003	0.024
O	4.859	16.965	19.258	0.008	0.002	-0.001
O	21.671	8.139	24.825	-0.009	0.002	-0.004
O	3.383	17.739	17.158	0.001	-0.006	0.008
O	-3.601	1.643	11.761	-0.005	0	-0.023
O	6.127	16.607	27.032	-0.002	-0.007	0.01
O	9.053	14.122	24.541	0.011	-0.003	-0.008
O	-11.594	2.478	24.684	0	0.006	0.007
O	3.318	20.852	15.355	0.006	-0.003	0.007
O	14.09	4.874	21.544	0.014	-0.004	0.006
O	13.885	-2.581	19.491	-0.005	0.004	0.004
O	16.903	8.155	19.972	0.003	-0.012	0.004
O	7.093	-8.243	13.279	-0.007	-0.009	-0.016
O	30.603	2.611	12.672	0.017	0.01	-0.027
O	8.959	0.413	14.24	0.013	0.012	0.024
O	-3.982	-1.64	19.639	0.001	0.004	0.005
O	-2.078	0.989	13.824	0.012	0.018	0.006
O	1.864	16.79	25.496	-0.001	-0.005	-0.005
O	5.727	24.858	10.858	0.027	-0.011	0.013
O	-9.153	5.971	18.069	-0.001	-0.002	-0.003
O	-2.325	-1.14	21.637	0.003	0.007	0.002
O	-14.371	-1.704	24.202	0	-0.003	0.008
O	8.946	10.658	19.334	0	-0.003	-0.013
O	7.291	20.03	15.076	0.022	-0.004	0.006
O	7.427	2.554	29.124	-0.005	-0.003	-0.018
O	0.979	5.727	21.011	-0.006	-0.006	0.005
O	-7.523	19.497	23.001	-0.012	0	-0.003
O	21.092	36.253	24.187	0.007	0.006	0.017
O	-18.891	6.547	21.341	0.007	-0.009	-0.009
O	-6.183	20.67	24.927	0.011	0.008	-0.025
O	2.148	-9.071	12.782	0.012	-0.012	-0.012
O	3.115	11.998	18.372	-0.002	-0.012	-0.002
O	0.028	-2.943	26.459	-0.01	0.007	0.004
O	-5.734	0.162	26.99	-0.011	0.024	-0.01
O	-1.079	10.126	11.364	0.004	-0.008	-0.005
O	-9.814	0.993	18.066	0.008	0.005	-0.003
O	1.953	6.561	11.001	-0.003	-0.003	0.011
O	7.955	9.357	23.299	-0.007	0.011	0.001
O	17.661	5.696	14.874	0.009	-0.016	0.012
O	19.148	9.509	17.585	0.005	0.005	0.005
O	26.046	18.385	18.781	-0.003	0.002	-0.004
O	17.475	6.839	27.102	-0.005	-0.008	0.023
O	22.23	13.86	12.986	0.003	0.008	0.013
O	19.579	-4.756	11.492	-0.019	-0.006	0.017
O	3.396	16.263	15.03	-0.003	0	-0.001
O	-12.099	-4.972	21.667	0.013	-0.004	0.003
O	17.491	8.803	25.175	-0.001	-0.005	0.009
O	-5.287	-9.962	18.63	0.001	-0.003	-0.002
O	14.13	13.595	20.034	-0.006	0	0.002
O	17.222	-3.687	11.392	0.011	0.002	0.001
O	9.606	17.016	20.86	-0.005	0.004	-0.001
O	21.155	-3.762	16.078	0.012	0	0.008
O	23.234	-12.955	22.625	0	-0.002	0.022
O	20.917	11.245	18.878	0.01	0.001	0.006
O	6.527	4.914	24.542	-0.003	0.002	-0.009
O	-1.199	4.508	29.061	0.033	-0.047	0.189
O	7.266	12.356	25.179	0.004	-0.004	0.005
O	-6.184	-7.264	14.508	-0.001	-0.001	-0.005
O	-6.555	32.012	17.002	0.005	0.014	-0.016
O	1.318	4.711	28.592	0.017	0.016	-0.004
O	-2.661	3.3	24.187	0.003	-0.015	-0.007
O	16.022	0.857	14.324	0.002	-0.001	-0.001
O	-6.308	13.716	11.605	-0.008	-0.006	0.016
O	19.886	-0.058	13.835	0.001	0.021	0.004
O	-3.914	-0.655	12.801	-0.017	-0.014	-0.002
O	19.193	-15.017	15.183	-0.003	0.004	0
O	4.628	12.827	25.003	-0.004	-0.007	0.019
O	-18.606	14.447	18.131	-0.006	0.002	0
O	-4.063	-16.045	12.628	-0.011	-0.002	0.025
O	17.783	-1.751	26.559	0.003	-0.01	0.028
O	13.726	-11.46	22.491	0	0.003	0.017
O	-5.016	17.558	28.071	-0.015	-0.011	-0.011
O	40.506	16.847	12.449	-0.013	-0.007	-0.007
O	9.786	19.977	27.432	-0.013	-0.028	0
O	29.715	4.521	17.329	-0.002	0.007	0.005
O	-15.582	17.892	11.982	-0.001	-0.001	-0.021
O	-1.207	7.033	16.638	-0.003	-0.005	0.009
O	-7.66	22.574	14.546	0.027	0.007	0.008
O	7.226	-12.803	19.962	0	0.006	0.007
O	6.013	6.342	26.721	-0.008	0.004	0.003
O	27.863	-4.839	23.588	-0.002	0.003	-0.005
O	16.223	-5.04	14.884	-0.016	-0.004	0.006
O	1.529	9.937	21.916	0.005	0.008	0.009
O	5.692	11.152	26.852	-0.014	-0.023	0.042
O	11.554	2.564	28.905	-0.011	0.023	-0.047
O	7.176	17.187	22.057	-0.005	0.013	0.008
O	1.418	0.955	19.192	0.005	0.002	0.006
O	-5.173	22.405	26.773	0.01	0.021	0.017
O	20.914	14.15	27.845	-0.014	-0.014	0.019
O	2.999	6.024	19.45	-0.001	-0.001	0.006
O	14.273	10.038	16.883	-0.002	0.002	-0.005
O	4.486	-7.768	13.066	0.028	-0.012	-0.03
O	14.826	0.129	26.509	-0.014	-0.01	-0.001
O	-12.686	-0.591	22.327	0.004	-0.006	-0.004
O	-6.504	10.027	16.859	0.006	0.004	-0.021
O	15.65	12.348	21.983	-0.007	0.005	0.006
O	0.953	11.739	11.439	0.005	0.008	-0.012
O	16.852	12.815	16.586	0.002	-0.001	0.003
O	19.34	6.978	25.268	0.004	-0.006	-0.005
O	8.162	2.083	21.321	-0.002	-0.005	0.004
O	0.594	-6.613	18.376	-0.009	-0.005	0.005
O	7.877	-1.284	12.273	0.009	0.015	-0.015

Results
free energy: -262362.581 eV
free energy less fixed offsets of O -568.88, Si -635.61 eV per atom: 5.999 eV

The program warned: the cutoff lies below the one the program advises for these potential files; the forces do not sum to zero within the program's tolerance; the exchange-correlation potential is rough where the density is thin.
